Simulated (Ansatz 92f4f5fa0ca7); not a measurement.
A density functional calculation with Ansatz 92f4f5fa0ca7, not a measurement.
Periodic cell of 237 atoms, Si145O90As2, from a study of silicon, its oxide and their interface. The atomic structure is a simulated model.
Doubt: the cutoff is far below the 930 eV that the study's wrapper takes by default for these files, so forces and energies are approximate.
This geometry differs little from another in the collection (a relaxation step or a small displacement).

Settings: functional PBE; potential files Ansatz PAW; basis plane waves; wave-function cutoff 580 eV; density cutoff ratio 5; exchange-correlation grid ratio 1; k mesh 1 x 1 x 1, Gamma-centred; self-consistency stop 5e-08 eV per atom in the density residual; occupations fixed; spin none; net charge 0.

Cell vectors (angstrom)
a, 11.6015, 0, 0
b, 0, 10.938, 0
c, 0, 0, 32.0622

Atoms: element, x, y, z (angstrom)
Si, -0.2021, -0.0653, 23.2807
Si, 3.6708, 0.2002, 23.109
Si, 7.5486, -0.1275, 23.4492
Si, 1.6837, 1.3683, 23.4198
Si, 5.7316, 1.4103, 23.1935
Si, 9.4422, 1.2324, 23.3613
Si, 0.1533, 5.3148, 23.46
Si, 4.116, 5.3012, 23.4002
Si, 8.0257, 5.6146, 23.5398
Si, 2.1507, 6.5845, 23.3578
Si, 5.9557, 6.7758, 23.4891
Si, 10.0042, 6.8715, 23.5934
Si, 1.8997, 2.6668, 25.3811
Si, 5.828, 2.6615, 25.2568
Si, 9.6248, 2.6951, 25.2603
Si, 11.5949, 4.0097, 25.3887
Si, 3.8878, 3.9758, 25.3255
Si, 7.7369, 4.1021, 25.3437
Si, 1.9726, 8.1505, 25.1875
Si, 5.7767, 8.1707, 25.3756
Si, 9.7086, 8.2642, 25.4294
Si, 11.6376, 9.5588, 25.265
Si, 3.8666, 9.5874, 25.0752
Si, 7.6907, 9.525, 25.409
Si, 11.6486, -0.0091, 27.2068
Si, 3.9003, -0.0537, 27.1218
Si, 7.7584, -0.012, 27.2856
Si, 1.9844, 1.3132, 27.2777
Si, 5.8264, 1.3243, 27.206
Si, 9.6949, 1.3358, 27.2057
Si, 11.5922, 5.4727, 27.2408
Si, 3.845, 5.424, 27.218
Si, 7.7107, 5.4629, 27.2695
Si, 1.9372, 6.8289, 27.1783
Si, 5.7587, 6.7995, 27.2798
Si, 9.653, 6.8159, 27.282
Si, 1.9465, 2.7241, 29.1744
Si, 5.7947, 2.7116, 29.1424
Si, 9.6814, 2.7245, 29.1444
Si, 0.0132, 4.0956, 29.1649
Si, 3.868, 4.089, 29.168
Si, 7.732, 4.0775, 29.1759
Si, 1.9437, 8.1888, 29.1365
Si, 5.7883, 8.1966, 29.1786
Si, 9.6736, 8.2051, 29.1856
Si, 0.0104, 9.5624, 29.1503
Si, 3.8705, 9.5735, 29.1238
Si, 7.7325, 9.5473, 29.1912
Si, 0, 0, 31.0965
Si, 3.8672, 0, 31.0965
Si, 7.7343, 0, 31.0965
Si, 1.9336, 1.3673, 31.0965
Si, 5.8008, 1.3673, 31.0965
Si, 9.6679, 1.3673, 31.0965
Si, 0, 5.469, 31.0965
Si, 3.8672, 5.469, 31.0965
Si, 7.7343, 5.469, 31.0965
Si, 1.9336, 6.8362, 31.0965
Si, 5.8008, 6.8362, 31.0965
Si, 9.6679, 6.8362, 31.0965
Si, 1.9336, 2.7345, 0.9679
Si, 5.8008, 2.7345, 0.9679
Si, 9.6679, 2.7345, 0.9679
Si, 0, 4.1018, 0.9679
Si, 3.8672, 4.1018, 0.9679
Si, 7.7343, 4.1018, 0.9679
Si, 1.9336, 8.2035, 0.9679
Si, 5.8008, 8.2035, 0.9679
Si, 9.6679, 8.2035, 0.9679
Si, 0, 9.5708, 0.9679
Si, 3.8672, 9.5708, 0.9679
Si, 7.7343, 9.5708, 0.9679
Si, 11.6153, 0.0059, 2.9187
Si, 3.8545, 0.0045, 2.8981
Si, 7.7628, 0.0041, 2.9051
Si, 1.9366, 1.3799, 2.9044
Si, 5.8278, 1.3399, 2.8439
Si, 9.6776, 1.3783, 2.923
Si, 11.5959, 5.4622, 2.9031
Si, 3.8789, 5.4874, 2.9012
Si, 7.7728, 5.5304, 2.8782
Si, 1.9231, 6.8182, 2.889
Si, 5.8189, 6.8483, 2.899
Si, 9.7005, 6.8814, 2.9384
Si, 1.9738, 2.7112, 4.8647
Si, 5.9229, 2.8745, 4.6228
Si, 9.6404, 2.7877, 4.8426
Si, 11.6153, 4.0839, 4.8335
Si, 3.9236, 4.0864, 4.8091
Si, 7.8124, 4.2709, 4.8615
Si, 1.9183, 8.1411, 4.8377
Si, 5.795, 8.2604, 4.7907
Si, 9.6889, 8.2767, 4.9032
Si, 11.6466, 9.6268, 4.8951
Si, 3.8249, 9.5201, 4.7644
Si, 7.744, 9.6217, 4.8772
Si, 11.612, 0.1659, 6.807
As, 3.8064, -0.313, 6.9723
Si, 7.7628, 0.0111, 6.8904
Si, 2.1106, 1.3432, 6.8248
As, 5.7402, 1.204, 6.2985
Si, 9.6872, 1.5215, 6.8503
Si, 11.5386, 5.4819, 6.7436
Si, 4.0048, 5.3963, 6.7835
Si, 7.7415, 5.6705, 6.8376
Si, 2.0005, 6.6144, 6.6943
Si, 5.8054, 6.9702, 6.7509
Si, 9.7469, 7.0105, 6.9243
O, 9.9199, 7.9374, 8.323
O, 7.4696, 10.0343, 8.2507
O, 7.4421, 4.6977, 8.1557
O, 2.6804, 10.473, 8.74
O, 2.1653, 7.46, 8.0991
O, 4.0917, 4.5337, 8.2244
O, 9.7894, 2.4437, 8.2345
O, 2.6499, 2.3541, 8.0376
O, 11.3864, 4.5755, 8.1243
O, 5.4158, 2.313, 7.6949
O, 5.7932, 7.9401, 8.1074
O, 11.1744, 10.2723, 8.1579
O, 11.2519, 10.0977, 21.7975
O, 3.2377, 10.7055, 21.5331
O, 5.7278, 7.8109, 22.2
O, 4.2247, 4.4538, 21.9534
O, 7.6698, 9.6906, 22.1935
O, 10.3261, 7.6738, 22.1772
O, 1.6056, 2.386, 22.1114
O, 5.9467, 2.4426, 21.8854
O, 8.4379, 4.6868, 22.2202
O, -0.0811, 4.4387, 22.047
O, 2.3228, 7.3582, 21.9065
O, 9.1481, 1.8693, 21.8545
Si, 1.9191, 7.7215, 9.6671
Si, 5.0293, 0.6129, 17.6936
Si, 2.4389, 5.4437, 14.0928
Si, 10.5307, 3.8487, 14.0325
Si, 8.2497, 2.3886, 15.2581
Si, 9.5577, 2.2395, 20.3267
Si, 10.5124, 3.6318, 9.1177
Si, 0.0719, 2.2719, 11.5919
Si, 10.9258, 8.0642, 15.4668
Si, 5.1446, 6.9497, 14.0246
Si, 5.7066, 2.6017, 11.1129
Si, 8.5655, 7.6494, 19.4104
Si, 8.1201, 4.8357, 20.6327
Si, 5.899, 9.6056, 15.2138
Si, 2.096, 7.65, 20.3249
Si, 1.9107, 4.8881, 18.7944
Si, 4.4962, 3.4694, 18.0237
Si, 8.4528, 8.9247, 16.8536
Si, 0.7458, 9.46, 13.4065
Si, 9.8945, 10.6105, 11.7696
Si, 5.3519, 3.7117, 21.0211
Si, 0.5138, 5.4715, 16.3028
Si, 10.7414, 9.092, 9.1758
Si, 6.5483, 8.8967, 21.3046
Si, 7.0493, 7.1595, 11.4747
Si, 2.6301, 0.71, 12.4565
Si, 10.877, 8.6936, 21.0367
Si, 6.0503, 4.3803, 15.6655
Si, 7.0523, 0.5055, 12.9844
Si, 4.1251, 2.9108, 8.5095
Si, 0.8371, 6.7786, 11.9575
Si, 6.3827, 9.1019, 9.0959
Si, 0.669, 3.29, 21.1451
Si, 9.7248, 6.5179, 12.9186
Si, 7.7115, 4.5585, 9.7594
Si, 3.9839, 10.0781, 20.209
Si, 4.1977, 3.0637, 13.5906
Si, 3.6119, 9.9957, 9.9707
Si, 8.0395, 0.7868, 18.0342
O, 11.4984, 3.224, 12.8934
O, 9.3352, 4.4419, 9.9267
O, 8.7911, 3.5909, 19.8551
O, 4.026, -0.0308, 18.8127
O, 11.2887, 4.4889, 15.318
O, 9.8455, 9.7242, 10.3876
O, 3.7017, 1.5306, 13.3755
O, 0.5979, 8.9191, 14.9348
O, 6.4639, 1.0243, 18.3886
O, 4.7527, 3.1773, 19.6135
O, 6.2187, 1.181, 11.7471
O, 0.5135, 8.5402, 9.8257
O, 5.6507, 4.3558, 17.2592
O, 8.3892, 7.2218, 12.3721
O, 4.4374, 2.5266, 10.0675
O, 2.0047, 5.6626, 15.6466
O, 3.4554, -0.1221, 11.3566
O, 5.8344, 7.1874, 12.5603
O, 2.2555, 6.3743, 19.3452
O, 0.6152, 4.8612, 17.8067
O, 8.3885, 10.7298, 12.3765
O, 5.2073, 10.0947, 9.5929
O, 0.5884, 8.2329, 20.1944
O, 9.7264, 2.5835, 14.6433
O, 1.8158, 10.6677, 13.4644
O, 9.9115, 9.1017, 16.1768
O, 6.1345, 10.3572, 13.7833
O, 7.3935, 1.6279, 14.1109
O, 1.6741, 3.9388, 20.0728
O, 5.9403, 5.8529, 14.9627
O, 7.3123, 8.948, 15.707
O, 1.5656, 1.6513, 11.6677
O, 7.0247, 8.4136, 10.4277
O, 4.3218, 2.0216, 17.2768
O, 6.9962, 3.2244, 10.3415
O, 11.4074, 6.9219, 16.5103
O, 8.2081, 10.1339, 17.879
O, 3.2436, 8.426, 10.2844
O, 7.5861, 3.8501, 15.5514
O, 3.1372, 4.328, 17.9078
O, 2.833, 3.9148, 13.751
O, 1.3021, 8.2635, 12.4589
O, 1.1495, 5.747, 13.1611
O, 4.9442, 8.3329, 14.8715
O, 11.1783, 2.4095, 20.3096
O, 10.8749, 9.9225, 12.8716
O, 5.1481, 3.5372, 12.3376
O, 5.0742, 3.2971, 14.9324
O, 6.488, 4.8085, 20.5661
O, 8.3903, 1.5403, 16.6371
O, 10.4807, 1.1635, 11.4826
O, 10.8311, 6.671, 11.7257
O, 3.2468, 8.6847, 19.8374
O, 1.6524, 6.3901, 10.5945
O, 7.1511, 8.1393, 20.0224
O, 8.4359, 7.5757, 17.7827
O, 3.6515, 6.4249, 13.6998
O, 9.5311, 4.9483, 13.3336
O, 5.5244, 9.9918, 20.7143
O, 10.1692, 7.3367, 14.2358
O, 8.8058, 6.1466, 19.9744
O, 7.0714, 5.8046, 10.5736
O, 5.2592, 10.5719, 16.3866
O, 9.0646, 1.1454, 19.2406
O, 11.5901, 3.1063, 10.2004
O, 9.7185, 8.7067, 19.8894

Results
free energy: -153071.031 eV
free energy less fixed offsets of As -4856.12, O -568.88, Si -635.61 eV per atom: 3.859 eV

Forces (eV/angstrom), in the order of the atoms: element, x, y, z
Si, -0.0018, 0.0008, 0.0012
Si, 0.0029, -0.0023, -0.0002
Si, 0.0002, -0.0011, 0.0034
Si, -0.0013, 0.0003, 0.0007
Si, -0.0023, 0.0013, 0.0023
Si, -0.001, -0.0002, 0.0019
Si, -0.0007, -0.0034, 0.0088
Si, -0.0019, -0.0009, 0.001
Si, -0.0022, 0.0009, -0.0024
Si, -0.0037, -0.0003, -0.0015
Si, -0.001, 0.0029, 0.0041
Si, -0.0018, -0.001, 0.0004
Si, -0.0005, 0.0002, 0.0015
Si, -0.0013, 0.0002, 0.0016
Si, 0.0007, 0.0016, -0.0007
Si, 0.0008, -0.001, -0.0028
Si, 0.0007, -0.0005, -0.0002
Si, 0.0002, -0.0003, -0.0024
Si, 0.0015, -0.0019, -0.0013
Si, 0.0025, 0.0011, -0.0007
Si, -0.0004, 0.0002, -0.0018
Si, 0.0013, -0.0031, 0.0008
Si, -0.0017, -0.0007, 0.0024
Si, -0.0002, 0.0009, 0.0011
Si, 0.0003, 0.0014, -0.0003
Si, -0.0017, -0.0002, 0.0038
Si, -0.0018, 0.0015, -0.001
Si, -0.0005, -0.0025, -0.001
Si, 0.0003, 0.0027, 0.0008
Si, -0.0029, -0.0001, 0.0015
Si, -0.0009, -0.0005, -0.0004
Si, -0.0008, -0.0009, -0.0013
Si, -0.0008, 0.0023, -0.0006
Si, 0, 0.0021, 0.0019
Si, -0.0024, -0.0001, -0.0002
Si, 0.0015, -0.0005, -0.0014
Si, 0.0045, 0.0009, 0.0012
Si, -0.0025, -0.0033, -0.0055
Si, 0.0023, -0.0002, -0.0045
Si, -0.0021, 0.0027, 0.0019
Si, -0.0036, -0.0022, 0.0008
Si, -0.0026, -0.0011, 0.0044
Si, -0.0019, 0, -0.0022
Si, -0.0035, 0, 0.0072
Si, -0.0029, 0.0012, 0.0068
Si, -0.0012, -0.003, -0.0056
Si, 0.0029, -0.0056, -0.0106
Si, 0.0029, -0.0002, 0.0037
Si, 0.0533, 0.0184, -0.067
Si, -0.023, -0.0059, -0.235
Si, -0.0209, 0.0597, 0.1071
Si, -0.0038, -0.074, 0.0925
Si, -0.004, -0.0066, -0.1129
Si, 0.015, -0.0786, -0.0771
Si, 0.0151, 0.0035, 0.0221
Si, 0.0342, 0.0249, -0.0027
Si, -0.0045, -0.0288, 0.0131
Si, 0.0165, -0.0183, -0.1263
Si, -0.0228, -0.0733, 0.1103
Si, 0.0421, -0.1388, 0.1422
Si, -0.0107, 0.0435, 0.0323
Si, -0.0063, 0.0471, -0.299
Si, 0.0312, 0.0085, 0.0734
Si, -0.0506, 0.0049, -0.0214
Si, 0.0097, 0.0094, 0.0654
Si, 0.081, 0.0807, 0.1173
Si, -0.0006, 0.0244, 0.0124
Si, -0.0173, 0.056, -0.0114
Si, 0.0797, 0.0983, 0.1073
Si, -0.0457, 0.0323, 0.0583
Si, 0.0114, -0.0329, -0.0888
Si, 0.0664, -0.0458, 0.0837
Si, 0.0012, 0.0077, 0.0057
Si, 0.0013, 0.0445, -0.0146
Si, -0.0076, 0.0062, 0.0037
Si, 0.0039, -0.0014, 0.0068
Si, 0.002, 0.0041, -0.0088
Si, -0.0079, -0.0023, 0.0004
Si, 0.0041, -0.004, 0.0042
Si, 0.0002, -0.0044, -0.0043
Si, -0.0199, -0.0001, -0.0014
Si, 0.001, 0.001, -0.0123
Si, -0.0039, 0.0035, -0.0175
Si, 0.0091, 0.0175, 0.0122
Si, 0.0036, -0.0009, -0.0156
Si, -0.0393, -0.0189, -0.0328
Si, 0.0058, -0.0038, 0.0039
Si, -0.0057, 0.0002, 0.006
Si, -0.0058, -0.0177, 0.0112
Si, 0.0161, -0.019, 0.0176
Si, 0.014, 0.0072, 0.0168
Si, 0.0276, -0.0118, 0.0043
Si, -0.0107, -0.0017, -0.0043
Si, -0.0017, -0.0063, -0.0114
Si, -0.0377, -0.0032, 0.021
Si, 0.0228, 0.0041, 0.0078
Si, -0.0293, -0.0179, 0.0315
As, 0.0631, -0.036, -0.1122
Si, 0.0129, -0.0081, -0.0331
Si, 0.0199, -0.0509, -0.015
As, 0.0029, 0.0217, 0.0537
Si, -0.0057, 0.0177, -0.0141
Si, 0.0044, -0.0093, -0.0152
Si, 0.0078, -0.0156, 0.0085
Si, -0.0035, -0.0005, 0.0041
Si, -0.0099, 0.0076, -0.0039
Si, -0.0094, -0.0016, 0.0096
Si, 0.0052, 0.0079, -0.0069
O, -0.0055, 0.0019, 0.0076
O, 0.0081, 0.0102, -0.0111
O, -0.0023, 0.005, -0.0013
O, -0.1093, 0.0352, 0.003
O, -0.0006, -0.0051, 0.0066
O, -0.0142, 0.023, -0.0207
O, 0.0021, -0.0013, 0.0087
O, -0.0131, 0.0368, 0.0307
O, -0.0048, -0.0088, 0.0113
O, -0.0309, 0.0256, 0.0271
O, -0.0049, -0.0194, -0.0226
O, 0.0022, 0.0148, -0.0161
O, -0.002, -0.0036, -0.0013
O, 0.0002, -0.0015, -0.002
O, 0.0018, 0.0062, -0.0029
O, -0.0004, -0.0012, -0.0013
O, -0.0019, -0.0029, -0.0031
O, 0.004, 0.0012, -0.002
O, -0.0006, -0.0011, -0.0001
O, -0.0007, 0.0005, -0.0014
O, -0.0005, -0.0001, 0.001
O, -0.0026, -0.0068, -0.0024
O, -0.0031, -0.0011, -0.0089
O, -0.0001, 0.0002, -0.0037
Si, -0.0052, -0.0071, -0.0081
Si, -0.0029, -0.0008, 0.0018
Si, 0.0005, -0.0054, 0.0022
Si, -0.0003, -0.0033, 0.0022
Si, -0.0031, -0.0019, 0.0004
Si, -0.001, 0.0013, 0.001
Si, -0.0085, 0.0037, -0.0082
Si, 0.0021, 0.0038, 0.0059
Si, -0.0036, -0.0047, 0.0008
Si, -0.0007, -0.0024, 0.0003
Si, -0.0061, 0.0014, -0.0093
Si, -0.0068, -0.0009, -0.0006
Si, -0.003, -0.0014, -0.0034
Si, 0.0003, 0.0003, 0.0024
Si, 0.0017, 0.002, 0.0017
Si, -0.0069, -0.0015, 0.0023
Si, -0.0005, -0.0004, 0.0005
Si, -0.0021, 0.0001, -0.0019
Si, -0.0076, -0.0014, 0.0018
Si, -0.0031, -0.0023, 0.0031
Si, -0.0013, -0.0004, 0.0007
Si, -0.003, -0.0031, -0.0004
Si, -0.0011, -0.0029, -0.0024
Si, -0.0033, -0.0034, -0.0064
Si, -0.0025, 0.0053, -0.0002
Si, -0.003, 0.0105, 0.0169
Si, -0.0028, 0.0009, 0.0004
Si, 0.0004, 0.0003, 0.0011
Si, -0.0026, 0.0038, -0.0009
Si, 0.0306, -0.0042, -0.0269
Si, -0.0058, 0.0025, 0.0049
Si, 0.0127, 0.025, -0.0039
Si, -0.0016, 0.0024, -0.0008
Si, -0.0064, 0.002, 0.0012
Si, -0.0048, -0.011, 0.0016
Si, -0.002, 0.0006, 0.0018
Si, -0.0016, 0.0028, 0.0051
Si, 0.0389, -0.0125, 0.017
Si, -0.0018, -0.0039, -0.0012
O, -0.0047, -0.0021, -0.0082
O, 0.0027, 0.0021, 0.0019
O, -0.0008, -0.0014, 0.0023
O, -0.0001, 0.0007, -0.0018
O, -0.0038, 0.0004, 0.0005
O, -0.0027, 0.0014, -0.0018
O, -0.0009, -0.0041, 0.0007
O, -0.0029, -0.0007, 0.003
O, 0.0018, 0.0011, -0.0012
O, -0.0028, -0.0002, -0.0009
O, 0.0038, -0.0032, 0.0065
O, 0.0029, 0.0002, -0.0018
O, -0.0042, -0.0014, 0.0013
O, -0.0044, -0.0005, -0.0005
O, 0.0061, -0.0043, 0.0095
O, -0.0018, -0.0026, -0.0032
O, 0.0056, -0.0008, 0.0213
O, -0.0035, -0.0024, 0.0028
O, -0.0032, -0.0041, 0.0001
O, 0.0014, 0.0009, 0.0049
O, -0.0049, -0.0001, 0.0004
O, 0.0175, 0, -0.0325
O, -0.001, 0.0013, 0.0016
O, -0.0032, 0.0031, -0.0036
O, -0.0025, -0.0007, 0.0104
O, -0.0029, 0, 0.0023
O, -0.0034, -0.0029, -0.0006
O, -0.0005, -0.0009, 0.0022
O, -0.001, 0.0057, -0.0029
O, -0.0015, 0.0011, -0.0017
O, 0.0014, -0.001, 0.0024
O, -0.0218, 0.0151, -0.0074
O, -0.0026, -0.0018, 0.0094
O, -0.0026, -0.0019, -0.0002
O, 0.0022, 0.0055, 0.0088
O, -0.0042, 0.005, 0.0011
O, -0.0039, 0.0049, 0.0034
O, -0.0052, -0.0125, 0.0059
O, -0.003, -0.0026, 0.0017
O, -0.0023, -0.001, 0.0007
O, -0.0014, 0.0068, -0.0003
O, 0.003, -0.0073, -0.0051
O, 0, 0.0011, 0.0007
O, -0.0008, 0.0007, 0.0019
O, -0.0004, -0.0004, 0.0028
O, -0.0017, -0.0017, 0.0012
O, 0.0005, -0.0005, -0.0066
O, -0.0028, 0.0002, 0.0013
O, -0.0002, -0.0011, 0.0012
O, -0.0018, -0.0017, 0.0013
O, 0.0001, 0.0047, -0.0025
O, 0.0013, 0.0022, 0.0009
O, -0.0002, -0.0032, 0.0017
O, -0.0042, 0.004, 0.0016
O, 0.0023, -0.002, 0.0101
O, -0.0009, 0.0006, 0.003
O, -0.0014, -0.0006, 0.0003
O, 0.0014, -0.0019, 0.0012
O, 0.0048, -0.0052, 0.0025
O, 0.0001, 0.0043, 0.0073
O, -0.0011, 0.0027, -0.0005
O, -0.0009, 0.0047, 0.0016
O, -0.002, -0.0016, -0.0009
O, -0.0025, -0.0038, -0.0018
O, 0.0026, -0.0077, 0.0097
O, -0.0017, -0.002, 0.0007

The program warned: the cutoff lies below the one the program advises for these potential files; the forces do not sum to zero within the program's tolerance; the exchange-correlation potential is rough where the density is thin.
